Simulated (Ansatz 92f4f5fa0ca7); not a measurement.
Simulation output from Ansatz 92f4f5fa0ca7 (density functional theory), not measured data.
Periodic cell of 288 atoms, Si196O92, from a study of silicon, its oxide and their interface. The atomic structure is a simulated model.
Doubt: the cutoff is far below the 930 eV that the study's wrapper takes by default for these files, so forces and energies are approximate.
This geometry differs little from another in the collection (a relaxation step or a small displacement).

Settings: functional PBE; potential files Ansatz PAW; basis plane waves; wave-function cutoff 580 eV; density cutoff ratio 5; exchange-correlation grid ratio 1; k mesh 1 x 1 x 1, Gamma-centred; self-consistency stop 5e-08 eV per atom in the density residual; occupations fixed; spin none; net charge 0.

Cell vectors (angstrom)
a, 11.6015, 0, 0
b, 0, 10.938, 0
c, 0, 0, 40.5821

Atoms: element, x, y, z (angstrom)
Si, 0, 0, 0.9665
Si, 3.8672, 0, 0.9665
Si, 7.7343, 0, 0.9665
Si, 1.9336, 1.3673, 0.9665
Si, 5.8008, 1.3673, 0.9665
Si, 9.6679, 1.3673, 0.9665
Si, 0, 5.469, 0.9665
Si, 3.8672, 5.469, 0.9665
Si, 7.7343, 5.469, 0.9665
Si, 1.9336, 6.8362, 0.9665
Si, 5.8008, 6.8362, 0.9665
Si, 9.6679, 6.8362, 0.9665
Si, 1.9336, 2.7345, 39.615
Si, 5.8008, 2.7345, 39.615
Si, 9.6679, 2.7345, 39.615
Si, 0, 4.1018, 39.615
Si, 3.8672, 4.1018, 39.615
Si, 7.7343, 4.1018, 39.615
Si, 1.9336, 8.2035, 39.615
Si, 5.8008, 8.2035, 39.615
Si, 9.6679, 8.2035, 39.615
Si, 0, 9.5708, 39.615
Si, 3.8672, 9.5708, 39.615
Si, 7.7343, 9.5708, 39.615
Si, 0, 0, 4.8337
Si, 3.8672, 0, 4.8337
Si, 7.7343, 0, 4.8337
Si, 1.9336, 1.3673, 4.8337
Si, 5.8008, 1.3673, 4.8337
Si, 9.6679, 1.3673, 4.8337
Si, 0, 5.469, 4.8337
Si, 3.8672, 5.469, 4.8337
Si, 7.7343, 5.469, 4.8337
Si, 1.9336, 6.8362, 4.8337
Si, 5.8008, 6.8362, 4.8337
Si, 9.6679, 6.8362, 4.8337
Si, 1.9336, 2.7345, 2.9001
Si, 5.8008, 2.7345, 2.9001
Si, 9.6679, 2.7345, 2.9001
Si, 0, 4.1018, 2.9001
Si, 3.8672, 4.1018, 2.9001
Si, 7.7343, 4.1018, 2.9001
Si, 1.9336, 8.2035, 2.9001
Si, 5.8008, 8.2035, 2.9001
Si, 9.6679, 8.2035, 2.9001
Si, 0, 9.5708, 2.9001
Si, 3.8672, 9.5708, 2.9001
Si, 7.7343, 9.5708, 2.9001
Si, -0.0126, 0.0341, 29.8445
Si, 4.0667, 0.0919, 29.8298
Si, 7.8543, 0.1791, 30.1879
Si, 2.0297, 1.319, 29.8016
Si, 5.9255, 1.5125, 30.1593
Si, 9.7837, 1.5127, 29.9763
Si, 0.4324, 5.1594, 30.0847
Si, 3.8812, 5.3424, 29.8937
Si, 8.2343, 5.3261, 30.0448
Si, 2.0669, 6.7783, 29.8249
Si, 6.5438, 6.8746, 29.8725
Si, 10.1685, 6.6185, 30.0907
Si, 2.1155, 2.599, 31.8882
Si, 5.9202, 2.8284, 32.0517
Si, 9.8425, 2.7052, 31.9951
Si, 0.2105, 3.9663, 32.0566
Si, 3.9707, 4.1343, 31.946
Si, 7.9344, 4.0523, 31.9857
Si, 2.0783, 8.2492, 31.7258
Si, 6.0017, 8.1907, 31.803
Si, 9.9064, 8.1547, 31.9163
Si, 0.1483, 9.6222, 31.8242
Si, 4.0468, 9.5703, 31.7377
Si, 7.9455, 9.5294, 31.9353
Si, 0.1424, -0.0278, 33.8145
Si, 4.0103, -0.0689, 33.7648
Si, 7.8672, -0.0323, 33.8543
Si, 2.0904, 1.2968, 33.8307
Si, 5.9183, 1.3254, 33.8588
Si, 9.8048, 1.3043, 33.8673
Si, 0.1425, 5.4822, 33.8532
Si, 3.9404, 5.5142, 33.8332
Si, 7.8482, 5.5019, 33.8332
Si, 2.033, 6.8956, 33.7371
Si, 5.9018, 6.8465, 33.7682
Si, 9.8007, 6.8255, 33.8538
Si, 2.0223, 2.7185, 35.7383
Si, 5.8685, 2.7333, 35.7581
Si, 9.7478, 2.7379, 35.7508
Si, 0.0923, 4.0923, 35.7624
Si, 3.9349, 4.1126, 35.7469
Si, 7.8049, 4.1012, 35.7467
Si, 2.0094, 8.2013, 35.7273
Si, 5.8697, 8.1844, 35.7342
Si, 9.7506, 8.2056, 35.7664
Si, 0.0836, 9.5604, 35.7539
Si, 3.9477, 9.5548, 35.7373
Si, 7.8024, 9.5469, 35.7724
Si, 0, 0, 37.6814
Si, 3.8672, 0, 37.6814
Si, 7.7343, 0, 37.6814
Si, 1.9336, 1.3673, 37.6814
Si, 5.8008, 1.3673, 37.6814
Si, 9.6679, 1.3673, 37.6814
Si, 0, 5.469, 37.6814
Si, 3.8672, 5.469, 37.6814
Si, 7.7343, 5.469, 37.6814
Si, 1.9336, 6.8362, 37.6814
Si, 5.8008, 6.8362, 37.6814
Si, 9.6679, 6.8362, 37.6814
Si, 1.8588, 2.7274, 6.7903
Si, 5.6996, 2.7501, 6.7449
Si, 9.6035, 2.7575, 6.7366
Si, -0.0564, 4.108, 6.7852
Si, 3.7654, 4.1196, 6.8
Si, 7.6506, 4.0923, 6.7458
Si, 1.8553, 8.1942, 6.794
Si, 5.7058, 8.2124, 6.7417
Si, 9.6059, 8.2159, 6.7497
Si, -0.0571, 9.584, 6.7818
Si, 3.7737, 9.5783, 6.78
Si, 7.6504, 9.5667, 6.7545
Si, -0.0995, 0.0387, 8.7106
Si, 3.7163, 0.0073, 8.7236
Si, 7.6026, 0.0505, 8.6437
Si, 1.8298, 1.4146, 8.7768
Si, 5.6371, 1.3892, 8.6633
Si, 9.5582, 1.3647, 8.6256
Si, -0.0938, 5.4466, 8.7525
Si, 3.7027, 5.4712, 8.7753
Si, 7.6012, 5.4819, 8.6489
Si, 1.7899, 6.868, 8.7768
Si, 5.6403, 6.8023, 8.6255
Si, 9.5743, 6.7925, 8.6303
Si, 1.8207, 2.7451, 10.786
Si, 5.5708, 2.7752, 10.5755
Si, 9.5125, 2.7448, 10.5126
Si, -0.1425, 4.0408, 10.6928
Si, 3.6834, 4.2477, 10.8343
Si, 7.5664, 4.0816, 10.539
Si, 1.6835, 8.2277, 10.7495
Si, 5.6047, 8.2494, 10.452
Si, 9.5309, 8.1901, 10.4974
Si, -0.2086, 9.6642, 10.67
Si, 3.6561, 9.5737, 10.6653
Si, 7.5806, 9.4875, 10.4467
Si, -0.3073, 0.1297, 12.6598
Si, 3.6287, -0.076, 12.6759
Si, 7.5405, -0.0865, 12.3072
Si, 1.7431, 1.337, 12.7516
Si, 5.6096, 1.2482, 12.3896
Si, 9.3075, 1.4117, 12.4156
Si, -0.3335, 5.3361, 12.6608
Si, 3.6365, 5.8851, 12.7622
Si, 7.4887, 5.4961, 12.4249
Si, 1.4319, 6.919, 12.7948
Si, 5.7068, 7.0164, 12.4071
Si, 9.4788, 6.8107, 12.4049
O, 7.1767, 2.8051, 15.7769
O, 6.255, 8.0162, 13.6168
O, 10.5041, 8.5875, 16.052
O, 3.4721, 9.8506, 14.007
O, 5.9672, 2.292, 13.6367
O, 3.8917, 5.2031, 14.2663
O, 1.9027, 2.1403, 14.2149
O, 9.7444, 7.8688, 13.6729
O, 11.1726, 10.1349, 14.0328
O, 10.9455, 4.6236, 14.1534
O, -4.2548, -17.2788, 13.822
O, 2.4597, 6.15, 16.3422
O, 7.7197, 10.4042, 28.7008
O, 5.2235, 6.0782, 29.2816
O, 7.2794, 7.7906, 28.7208
O, 4.3427, 10.2046, 28.3873
O, -0.398, 10.0466, 28.5078
O, 0.773, 4.1145, 28.784
O, 9.779, 2.3902, 28.5517
O, 3.4803, -6.8386, 28.8814
O, 6.1297, 2.5231, 28.8419
O, 8.3034, 4.5927, 28.5552
O, 1.7958, 7.2509, 28.2399
O, 10.3576, 7.5062, 28.7099
Si, 8.4903, 7.3146, 19.5242
Si, 4.0962, 9.2584, 15.4078
Si, 8.9994, 3.4737, 27.5971
Si, 7.323, 3.0055, 14.1862
Si, 7.639, 9.071, 27.7895
Si, 1.6262, 4.976, 17.0743
Si, 12.7053, -0.4407, 20.2598
Si, 2.5795, 10.8639, 17.6449
Si, 10.8524, 5.1068, 25.4951
Si, 8.0846, 0.5344, 18.1708
Si, 10.987, 8.5715, 14.4786
Si, 7.941, 10.9613, 21.2265
Si, 1.2393, 7.2096, 26.6913
Si, 2.1442, 6.2301, 22.1821
Si, 4.1622, 13.1242, 23.2042
Si, 10.1057, 9.1152, 21.6406
Si, 8.0832, 3.3479, 17.0046
Si, 3.5731, 6.5361, 24.9786
Si, 6.8653, 9.079, 14.6836
Si, 5.4208, 4.2869, 17.7776
Si, 4.6451, -0.6994, 24.1742
Si, -1.0188, 8.7616, 27.7031
Si, 11.4743, 4.315, 22.5828
Si, 6.4717, 2.6167, 21.3312
Si, 3.7076, 3.6323, 25.9242
Si, 9.0348, 8.7366, 16.7932
Si, 6.2676, 2.3452, 27.221
Si, 1.444, 2.2762, 15.7808
Si, 3.0515, 4.5825, 19.6928
Si, 8.7367, 4.9142, 21.3523
Si, 5.1627, 10.3331, 26.972
Si, 6.2821, 7.9065, 23.9339
Si, 6.1089, -2.5605, 20.9767
Si, 3.2501, 8.9663, 21.6718
Si, 3.9281, 6.0709, 15.6587
Si, 5.2167, 1.4593, 18.5187
Si, 2.1436, 3.2438, 28.4271
Si, 9.1304, 7.0178, 23.7083
Si, 1.8516, 2.2581, 21.2069
Si, 10.8059, 4.1303, 15.7119
O, 6.3431, 9.2065, 26.8153
O, 5.6356, 9.8073, 15.4949
O, 12.4624, 1.1468, 20.5446
O, 5.0419, 5.3387, 16.592
O, 6.8797, 7.6059, 19.7549
O, 6.101, 9.5234, 24.0528
O, 2.1399, 7.7899, 21.7644
O, 5.3124, 3.035, 22.4062
O, 11.681, 8.3656, 26.5598
O, 6.7242, 9.8756, 21.1574
O, 5.9208, 0.8189, 26.8173
O, 8.4941, 11.2493, 19.7233
O, 7.7912, 7.5963, 24.4488
O, 8.7994, -0.6536, 17.3029
O, 10.0344, 4.1658, 26.5477
O, 7.7013, 10.1957, 13.8424
O, 11.6587, 5.1292, 16.6973
O, 2.9472, 6.0336, 23.5705
O, 2.9905, 5.403, 21.0773
O, 9.3216, 8.3346, 20.4631
O, 4.5742, 4.7595, 19.1087
O, 3.6392, -1.521, 23.1912
O, 5.1971, 3.2815, 26.4606
O, 3.6601, 5.2511, 25.9611
O, 8.645, 2.0328, 17.795
O, 2.1922, 3.5461, 16.4953
O, 8.7549, 2.3583, 13.6908
O, 10.1101, 8.1247, 22.9594
O, 3.2076, 9.6817, 16.7025
O, 8.9351, 7.6341, 17.9948
O, 11.2398, 4.1782, 24.1981
O, 0.8197, 7.8098, 14.118
O, 4.9642, 2.7317, 17.5157
O, 13.5016, 5.1297, 18.6677
O, 5.7043, 2.0821, 19.9705
O, 7.7896, 2.7379, 26.7661
O, 4.5067, -2.4056, 20.7154
O, 7.8323, -2.5855, 15.7607
O, 7.3796, 1.3866, 21.9081
O, 4.8609, 0.8473, 23.7848
O, 9.3118, 4.1944, 16.3503
O, 14.1252, 10.2018, 20.9673
O, 9.9546, 6.3376, 24.9264
O, 1.4094, 10.2741, 18.6519
O, 0.5799, 5.7684, 22.2776
O, 5.0763, 7.148, 24.7509
O, 7.0696, 4.278, 17.9248
O, 3.5291, 3.0775, 24.4041
O, 12.1594, 5.7702, 26.2443
O, 2.5063, 7.5512, 25.7073
O, 2.6416, 3.0326, 20.0021
O, 0.92, 3.188, 22.133
O, 2.9841, 1.6765, 22.2142
O, 4.122, 10.1462, 25.7265
O, 9.2175, 10.4192, 22.0858
O, 10.1291, 4.1093, 21.6707
O, 1.8238, 0.958, 16.6334
O, 3.8202, 0.5982, 18.5024
O, 8.578, 5.9196, 22.6283
O, 15.8228, 7.6351, 15.351
O, 6.4479, 0.5029, 17.9987
O, 6.2305, -3.4406, 22.3478
O, 11.5205, -1.3316, 20.9611
O, -0.1705, 2.6075, 15.8168
O, 8.8555, 5.7833, 19.9635
O, 7.4677, 3.9027, 21.1551
O, 9.0954, 8.9954, 27.0356
O, 2.4596, 3.0134, 26.8216

Results
free energy: -176917.165 eV
free energy less fixed offsets of O -568.88, Si -635.61 eV per atom: -0.645 eV

Forces (eV/angstrom), in the order of the atoms: element, x, y, z
Si, -0.0071, 0.0497, 0.0109
Si, 0.0061, 0.0614, 0.0099
Si, 0.0015, 0.0188, 0.0071
Si, -0.0033, -0.0605, -0.0054
Si, 0.0074, -0.0139, -0.0114
Si, -0.0031, -0.019, -0.013
Si, -0.0088, 0.0425, 0.0055
Si, 0.0063, 0.0526, 0.0025
Si, 0.0008, 0.0266, -0.0105
Si, -0.0017, -0.0742, 0.0051
Si, 0.0082, -0.0304, -0.0058
Si, -0.007, -0.0139, 0.0002
Si, 0.0255, 0.0513, 0.0033
Si, 0.0253, 0.0024, 0.0203
Si, 0.0117, 0.0108, 0.0141
Si, 0.0195, -0.0224, 0.0089
Si, 0.0229, -0.0385, 0.0026
Si, 0.0263, -0.0273, 0.0031
Si, 0.0253, 0.0747, -0.023
Si, 0.022, 0.0428, -0.016
Si, 0.0232, 0.003, 0.0059
Si, 0.0187, -0.0401, -0.0017
Si, 0.0282, -0.057, -0.0133
Si, 0.0196, 0.0006, 0.0168
Si, -0.029, 0.0433, 0.0427
Si, -0.1044, 0.0414, 0.049
Si, -0.0589, 0.0228, -0.0516
Si, -0.0528, -0.0468, 0.1288
Si, -0.1214, -0.0103, -0.0742
Si, -0.0268, -0.0167, -0.0988
Si, -0.0162, 0.0609, 0.1182
Si, -0.1097, 0.0605, 0.1677
Si, -0.0801, 0.063, -0.059
Si, -0.0657, -0.0315, 0.1104
Si, -0.0895, -0.0254, -0.1453
Si, -0.0304, 0.0168, -0.0952
Si, -0.0242, 0.0702, 0.0267
Si, -0.0196, -0.0052, -0.0173
Si, -0.0247, -0.0094, -0.0235
Si, -0.0305, -0.0522, 0.0158
Si, -0.0201, -0.0704, 0.0262
Si, -0.017, -0.0046, -0.019
Si, -0.0239, 0.0803, 0.0215
Si, -0.0235, 0.0032, -0.0245
Si, -0.0223, -0.0072, -0.0204
Si, -0.0287, -0.0494, 0.0054
Si, -0.0174, -0.0554, 0.0054
Si, -0.0237, -0.0008, -0.0236
Si, 0.0031, 0.0046, 0.0056
Si, 0.0056, -0.0064, 0.0184
Si, -0.0136, -0.0093, 0.0088
Si, -0.0065, -0.0114, 0.0087
Si, 0.0014, -0.0011, 0.0024
Si, 0.0013, 0.0009, 0.0094
Si, -0.0145, 0.0011, 0.011
Si, 0.0081, 0.0016, -0.0108
Si, 0.0248, -0.0193, 0.0092
Si, -0.0128, 0.0096, 0.0094
Si, 0.0078, 0.0462, -0.005
Si, -0.002, 0.0064, 0.017
Si, 0.014, 0.0045, 0.004
Si, 0.0073, -0.0067, -0.0094
Si, -0.003, 0.0131, -0.0087
Si, -0.0118, -0.0048, -0.0177
Si, -0.0253, -0.0119, 0.0113
Si, -0.0001, -0.0047, -0.0188
Si, 0.0031, 0.0008, -0.0191
Si, -0.0052, 0.0103, -0.0067
Si, -0.0133, 0.0009, -0.0188
Si, 0.0089, -0.0027, -0.0095
Si, 0.0016, -0.0069, -0.0196
Si, 0.0213, -0.0004, -0.0171
Si, -0.0097, 0.011, 0.0014
Si, -0.0016, 0.0158, 0.0041
Si, 0.0027, 0.0074, 0
Si, 0.0097, -0.0058, -0.0026
Si, -0.0051, -0.0028, -0.0001
Si, 0.0027, -0.0153, 0.0026
Si, 0.0038, 0.0066, 0.0056
Si, -0.0027, -0.0009, -0.0034
Si, 0.0014, 0.0083, 0.0097
Si, -0.0065, -0.0071, 0.0025
Si, 0.0016, -0.0026, 0.0072
Si, -0.006, -0.0047, 0.0005
Si, -0.002, 0.0027, 0.0032
Si, -0.0016, 0.0003, 0.0057
Si, -0.0011, -0.0024, 0.0044
Si, 0.0011, -0.0006, 0.0052
Si, -0.0012, -0.0031, 0.0015
Si, -0.0014, 0.0013, 0.0056
Si, -0.0033, 0.0033, 0.0051
Si, -0.0019, -0.0044, 0.0041
Si, -0.002, -0.0009, 0.0058
Si, -0.0031, -0.0035, 0.0036
Si, -0.0019, -0.0027, 0.0048
Si, -0.0017, 0.0016, 0.004
Si, 0.0703, 0.0603, -0.0503
Si, 0.0665, 0.0129, -0.1329
Si, 0.0424, 0.0142, 0.0425
Si, 0.0853, -0.0535, -0.0035
Si, 0.0284, -0.0068, 0.0942
Si, 0.0706, -0.004, 0.0121
Si, 0.0955, 0.0116, 0.0855
Si, 0.0485, 0.0233, 0.0765
Si, 0.0504, 0.0086, 0.0201
Si, 0.0752, -0.078, -0.1595
Si, 0.0576, -0.1, -0.0688
Si, 0.0668, -0.0813, 0.0609
Si, 0.0025, 0.0043, -0.0061
Si, 0.002, 0.0006, -0.0028
Si, -0.0012, -0.002, -0.0047
Si, 0.0028, -0.0013, -0.0071
Si, 0.0018, 0.0001, -0.0034
Si, 0.0011, 0.0038, -0.0028
Si, 0.0002, -0.0022, -0.0058
Si, 0.0012, -0.0058, -0.0043
Si, 0.003, -0.005, -0.0029
Si, 0.0022, -0.0001, -0.0062
Si, 0.0022, 0.0026, -0.0079
Si, 0.0052, 0.0093, -0.0078
Si, -0.0016, 0.0056, -0.0033
Si, -0.0135, 0.0143, -0.0054
Si, -0.0016, 0.004, -0.0074
Si, 0.0103, -0.0134, -0.0064
Si, 0.004, -0.0012, 0.0016
Si, -0.0006, -0.0064, -0.0025
Si, -0.0023, 0.0152, -0.0094
Si, -0.0006, 0.0094, -0.0079
Si, -0.004, 0.0042, -0.0074
Si, 0.0019, -0.013, -0.0059
Si, 0.005, -0.0074, -0.0029
Si, 0.0016, -0.0045, -0.0027
Si, -0.0027, 0.0042, 0.0191
Si, 0.0011, -0.0007, 0.0094
Si, 0.0008, 0.0004, 0.0187
Si, 0.0067, -0.007, 0.0148
Si, 0.0114, -0.0043, 0.0128
Si, 0.0085, 0.0025, 0.0179
Si, -0.0063, 0.0106, 0.0143
Si, -0.0045, 0.0135, 0.0098
Si, -0.0097, 0.0027, 0.0118
Si, 0.0134, -0.0102, 0.0123
Si, 0.0192, -0.0107, 0.0175
Si, 0.008, -0.01, 0.0233
Si, 0.0013, 0.0027, -0.0075
Si, -0.0005, 0.0042, -0.0203
Si, 0.002, -0.0191, -0.0142
Si, -0.0018, -0.0086, -0.025
Si, 0.0014, -0.0006, -0.0159
Si, -0.0122, 0.0129, -0.0151
Si, -0.0062, 0.0085, -0.0166
Si, -0.0036, 0, -0.0277
Si, -0.0074, -0.0167, -0.0104
Si, 0.0087, -0.0017, -0.0112
Si, -0.012, -0.0002, -0.017
Si, 0.0051, 0.0144, -0.0152
O, 0.0064, 0.0044, 0.0085
O, 0.02, 0.0229, 0.017
O, -0.0127, 0.0022, 0.0109
O, 0.0155, -0.0193, 0.0271
O, 0.0119, 0.0159, 0.0119
O, 0.0066, 0.001, 0.0216
O, -0.0024, 0.0156, 0.0255
O, 0.0242, 0.0034, 0.0012
O, 0.0011, -0.0255, 0.0068
O, -0.0023, -0.0165, 0.0241
O, -0.0003, -0.0088, 0.0079
O, 0.018, -0.0111, -0.0141
O, 0.0019, -0.0086, -0.0032
O, -0.0224, -0.0238, -0.0054
O, 0.0014, 0.0049, -0.0022
O, 0.0125, 0.0017, -0.0199
O, -0.0076, -0.0227, -0.0127
O, 0.0034, 0.0098, 0.0085
O, -0.008, 0.0203, -0.0116
O, 0.0059, 0.007, 0.0167
O, -0.0027, -0.0053, -0.0195
O, -0.0024, -0.0034, -0.0002
O, -0.0046, 0.0039, -0.0129
O, -0.001, 0.0111, -0.0086
Si, 0.0013, 0.0021, -0.0005
Si, 0.0051, 0.0061, -0.0114
Si, -0.0062, -0.0128, -0.0063
Si, 0.0063, -0.0052, -0.0142
Si, 0.0037, -0.0015, -0.0067
Si, 0.0078, -0.0002, 0.0115
Si, 0.0071, -0.0011, 0.0043
Si, 0.0022, -0.0041, -0.0014
Si, 0.0052, -0.0061, -0.0019
Si, 0.0063, -0.0027, 0.0125
Si, 0.0101, 0.0061, -0.0092
Si, 0.0006, 0.0014, 0.0019
Si, -0.0106, -0.0047, -0.0006
Si, 0.0007, -0.0013, 0.0005
Si, -0.0026, 0, -0.0022
Si, 0.0013, 0.0017, 0.0024
Si, 0.005, 0.0036, 0.0025
Si, -0.0063, -0.0044, -0.0105
Si, -0.0072, 0.0068, 0.0094
Si, 0.0013, 0.007, 0.0112
Si, -0.0009, -0.0007, -0.0043
Si, -0.0015, 0.0079, -0.0059
Si, 0.01, -0.0035, 0.0003
Si, 0.0007, -0.0001, 0.0013
Si, -0.0102, -0.012, 0.0008
Si, 0.0091, -0.0065, 0.0023
Si, 0.0128, 0.0044, 0.0037
Si, 0.0026, -0.0007, 0
Si, 0.0004, -0.0036, 0.0009
Si, 0.0003, 0.001, 0.0005
Si, 0.0015, 0.0039, 0.0002
Si, -0.0016, 0.0035, -0.0077
Si, 0, -0.0017, 0.0016
Si, -0.0008, 0.0027, 0.0032
Si, -0.0178, 0.0161, 0.0036
Si, -0.0038, -0.0033, 0.0101
Si, 0.0062, 0.0081, -0.0258
Si, 0.0057, -0.0014, -0.0023
Si, -0.005, 0.0104, 0.0074
Si, -0.0029, 0.0052, 0.0028
O, -0.0096, 0.0056, 0.0032
O, -0.009, -0.0119, -0.0204
O, -0.0008, 0.0022, -0.0015
O, 0.006, -0.0088, 0.0009
O, 0.0007, 0.0011, -0.002
O, 0.0011, -0.0031, 0.0051
O, 0.002, 0.004, -0.0031
O, -0.0004, -0.0017, 0.0028
O, 0.0076, -0.0066, 0.0024
O, 0.0021, 0.0015, 0.0014
O, -0.0112, 0.0104, 0.0119
O, -0.0018, 0.0014, 0.001
O, -0.003, 0.0006, 0.0043
O, -0.0035, 0.0128, -0.003
O, 0.0065, 0.0074, -0.0007
O, -0.0047, -0.0101, 0.0011
O, 0.0066, 0.0038, -0.0074
O, 0.0007, 0.0012, 0.0028
O, 0.0032, -0.0027, -0.0036
O, -0.0001, -0.001, 0.0005
O, -0.0102, -0.0051, 0.004
O, -0.0031, -0.0045, -0.0089
O, -0.0011, -0.0057, 0.0051
O, 0.0002, 0.0122, 0.0028
O, 0.0022, -0.0075, -0.0037
O, 0.0012, 0.0122, -0.0055
O, -0.0129, 0.0127, 0.0096
O, -0.0023, 0.0003, 0.0025
O, -0.0055, 0.0139, 0.0069
O, -0.0029, -0.0067, 0.0081
O, 0.0028, 0.0018, -0.005
O, -0.0326, 0.0157, 0.0031
O, 0.0034, -0.0043, -0.0079
O, 0.0111, -0.0021, 0.0037
O, 0.0036, 0.0007, -0.0001
O, -0.0161, -0.0046, 0.0167
O, 0, 0.0014, 0.0006
O, 0.004, 0.0032, -0.0085
O, -0.0007, 0.0029, 0.0001
O, -0.0047, 0.0069, -0.0007
O, -0.0082, -0.0043, -0.0049
O, -0.0021, 0.0009, 0.0003
O, -0.008, 0.0074, -0.0008
O, -0.0037, -0.0019, -0.0008
O, -0.0031, -0.0055, -0.0002
O, 0.0036, 0.004, 0.0064
O, -0.0029, 0.0018, -0.0029
O, 0.003, -0.0037, -0.0062
O, -0.0051, 0.0063, 0.0064
O, 0.0057, 0.0007, 0.0045
O, -0.0025, 0.0143, -0.0016
O, 0.0038, -0.004, -0.008
O, -0.0002, 0.0033, 0.0006
O, -0.002, 0, -0.0013
O, -0.0008, -0.0008, 0.0007
O, -0.0022, 0.0022, -0.0019
O, 0.0071, -0.0082, 0.0005
O, 0.0064, 0.0023, -0.0053
O, -0.0023, 0.001, 0.0006
O, -0.0007, -0.0059, -0.0042
O, 0.0019, 0.002, -0.0079
O, -0.0016, 0.001, -0.0012
O, 0.001, 0, -0.0016
O, 0.0067, -0.0011, -0.0099
O, -0.0007, 0.0017, -0.0046
O, -0.0012, 0.0007, 0.0008
O, -0.0033, -0.0021, 0.0086
O, 0.0095, 0.0017, -0.0028

The program warned: the cutoff lies below the one the program advises for these potential files; the exchange-correlation potential is rough where the density is thin.
